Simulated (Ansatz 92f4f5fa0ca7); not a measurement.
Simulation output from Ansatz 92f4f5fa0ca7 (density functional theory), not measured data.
Periodic cell of 300 atoms, Si196O104, from a study of silicon, its oxide and their interface. The atomic structure is a simulated model.
Doubt: the cutoff is far below the 930 eV that the study's wrapper takes by default for these files, so forces and energies are approximate.
This geometry differs little from another in the collection (a relaxation step or a small displacement).

Settings: functional PBE; potential files Ansatz PAW; basis plane waves; wave-function cutoff 580 eV; density cutoff ratio 5; exchange-correlation grid ratio 1; k mesh 1 x 1 x 1, Gamma-centred; self-consistency stop 5e-08 eV per atom in the density residual; occupations fixed; spin none; net charge 0.

Cell vectors (angstrom)
a	11.6015	0	0
b	0	10.938	0
c	0	0	40.9526

Atoms and the computed forces on them: element, x, y, z (angstrom), force x, y, z (eV/angstrom)
Si	0	0	0.9665	0	0.0236	0.0212
Si	3.8672	0	0.9665	-0.0088	0.0555	0.0044
Si	7.7343	0	0.9665	-0.0046	0.0305	-0.0345
Si	1.9336	1.3673	0.9665	0.0002	-0.0141	0.0429
Si	5.8008	1.3673	0.9665	0.0003	-0.0555	-0.0164
Si	9.6679	1.3673	0.9665	0.0029	-0.0127	-0.0051
Si	0	5.469	0.9665	-0.0115	0.0339	-0.0042
Si	3.8672	5.469	0.9665	0.0011	0.076	-0.0196
Si	7.7343	5.469	0.9665	0.0208	0.0558	-0.0322
Si	1.9336	6.8362	0.9665	-0.0117	-0.0822	0.0261
Si	5.8008	6.8362	0.9665	0.0021	-0.0681	-0.0023
Si	9.6679	6.8362	0.9665	0.007	0.0065	0.0151
Si	1.9336	2.7345	39.9855	0.0105	-0.0542	0.0601
Si	5.8008	2.7345	39.9855	0.0247	0.0765	-0.0151
Si	9.6679	2.7345	39.9855	0.061	0.0107	0.0241
Si	0	4.1018	39.9855	0.0033	-0.0146	0.0243
Si	3.8672	4.1018	39.9855	0.047	-0.1088	-0.0271
Si	7.7343	4.1018	39.9855	-0.0027	-0.133	-0.078
Si	1.9336	8.2035	39.9855	0.0084	0.0824	-0.037
Si	5.8008	8.2035	39.9855	0.017	0.1087	-0.0677
Si	9.6679	8.2035	39.9855	0.0018	-0.0128	-0.0014
Si	0	9.5708	39.9855	-0.0005	0.0824	0.118
Si	3.8672	9.5708	39.9855	0.0232	-0.0235	0.0446
Si	7.7343	9.5708	39.9855	0.0329	-0.0891	-0.0246
Si	0	0	4.8337	0.0852	-0.1454	0.3165
Si	3.8672	0	4.8337	-0.1017	-0.1379	0.234
Si	7.7343	0	4.8337	-0.056	-0.0388	-0.2757
Si	1.9336	1.3673	4.8337	-0.0637	-0.0377	0.1584
Si	5.8008	1.3673	4.8337	-0.1077	-0.1554	-0.1547
Si	9.6679	1.3673	4.8337	-0.0045	-0.0549	-0.1677
Si	0	5.469	4.8337	-0.0151	-0.0223	0.1241
Si	3.8672	5.469	4.8337	-0.1412	-0.0578	0.1298
Si	7.7343	5.469	4.8337	-0.0613	0.0763	-0.0751
Si	1.9336	6.8362	4.8337	-0.0136	-0.0177	0.4051
Si	5.8008	6.8362	4.8337	-0.147	-0.195	-0.0125
Si	9.6679	6.8362	4.8337	0.0696	-0.1642	-0.1313
Si	1.9336	2.7345	2.9001	-0.0133	0.0542	0.0088
Si	5.8008	2.7345	2.9001	-0.0181	0.0096	-0.0452
Si	9.6679	2.7345	2.9001	-0.0038	-0.0305	-0.0639
Si	0	4.1018	2.9001	0.0095	-0.0709	0.047
Si	3.8672	4.1018	2.9001	-0.0378	-0.0882	0.0363
Si	7.7343	4.1018	2.9001	-0.0213	-0.0368	0.0086
Si	1.9336	8.2035	2.9001	-0.014	0.1428	0.0607
Si	5.8008	8.2035	2.9001	-0.0256	0.0658	0.0104
Si	9.6679	8.2035	2.9001	-0.0142	0.0047	-0.0049
Si	0	9.5708	2.9001	-0.0298	-0.0615	0.0351
Si	3.8672	9.5708	2.9001	-0.0245	-0.0698	0.0211
Si	7.7343	9.5708	2.9001	-0.0006	0.0549	-0.0718
Si	-1.0788	3.2583	28.7605	0.0513	-0.0905	0.172
Si	1.8816	-2.7184	32.2456	0.0191	-0.0406	0.0334
Si	11.0732	-4.6924	28.5597	-0.0296	0.074	0.1302
Si	5.305	4.5873	32.0269	0.0241	-0.0603	-0.0364
Si	7.9134	-1.6606	22.8291	-0.0734	-0.0738	0.0538
Si	13.0062	1.5929	29.528	0.0299	-0.0826	0.0657
Si	-3.5873	10.3223	31.8467	0.0093	0.1213	0.0646
Si	5.0272	10.9465	27.0405	-0.0533	-0.0659	-0.0292
Si	8.8017	7.0626	30.7461	0.0374	0.0417	-0.0477
Si	2.0804	10.8777	26.9964	0.0324	0.0271	0.1222
Si	7.7597	5.1174	31.778	-0.0197	-0.0331	0.0188
Si	5.2092	8.0888	31.7973	0.0464	-0.0535	0.074
Si	4.0444	6.17	30.8412	-0.0026	-0.0447	-0.0299
Si	0.4766	-2.5592	26.3576	0.1056	0.0563	0.0208
Si	5.4682	2.2141	31.8484	-0.0021	-0.0373	-0.0119
Si	-4.6527	7.1827	26.3146	-0.0547	0.0644	0.0084
Si	9.7222	8.5858	32.3139	0.0331	-0.0945	0.0284
Si	9.375	0.7431	26.9121	-0.0638	-0.0312	0.0848
Si	-1.037	13.5095	32.2304	-0.0917	-0.0328	-0.053
Si	0.1155	9.6912	32.45	-0.0756	0.0431	0.0312
Si	7.1235	8.6811	30.449	-0.0334	-0.0581	-0.093
Si	3.6149	9.8569	32.1075	0.0086	0.0421	-0.0083
Si	3.408	12.167	31.0206	0.0541	0.0598	0.0131
Si	12.2614	4.3279	32.341	0.0079	-0.1024	0.0464
Si	-0.0021	-0.0378	34.4531	-0.0239	-0.0201	0.0297
Si	3.8717	-0.0788	34.2481	-0.0619	0.0066	0.0008
Si	7.7389	0.1444	34.0733	0.0053	-0.0175	-0.0761
Si	1.9534	1.2397	34.5016	-0.0382	-0.0328	0.0133
Si	5.7349	1.3835	34.0966	-0.0117	0.0181	-0.0313
Si	9.7806	1.4503	34.2241	-0.036	0.0306	-0.0713
Si	0.1998	5.5868	34.2612	0.0101	0.052	-0.0295
Si	4.1899	5.4872	34.0803	-0.0315	-0.0397	-0.058
Si	7.9218	5.6928	34.074	-0.0139	0.0017	-0.0107
Si	2.1771	6.8657	34.1758	0.0303	-0.0595	0.0402
Si	5.9365	7.0763	34.0246	0.043	0.0665	-0.0663
Si	9.8422	7.0383	34.1828	0.0567	0.0029	-0.0178
Si	2.002	2.8233	36.1933	0.0026	0.0103	-0.0212
Si	5.8441	2.7512	36.0611	-0.0127	0.0141	-0.0016
Si	9.6919	2.8104	36.1316	-0.0149	0.0178	-0.0008
Si	0.0452	4.143	36.1316	0.0198	0.0204	-0.0155
Si	3.9641	4.1574	36.0717	-0.0183	-0.0014	0.0215
Si	7.7614	4.1863	36.0126	-0.0126	0.0368	-0.0021
Si	2.0505	8.1794	36.1405	0.0501	0.0267	-0.0246
Si	5.9007	8.2491	36.0897	0.0404	0.0188	-0.0025
Si	9.7044	8.232	36.1776	0.0033	-0.0073	0.0224
Si	0.0631	9.471	36.2496	-0.0221	-0.0387	0.0047
Si	3.9494	9.5441	36.1708	0.0489	-0.0075	-0.0185
Si	7.8072	9.6513	36.0489	-0.011	0.042	-0.0112
Si	0	0	38.0519	0.1657	0.1041	0.3218
Si	3.8672	0	38.0519	0.0796	0.1819	0.0782
Si	7.7343	0	38.0519	0.0698	0.1562	-0.2263
Si	1.9336	1.3673	38.0519	0.0991	0.1679	0.2563
Si	5.8008	1.3673	38.0519	0.1017	0.1392	-0.2933
Si	9.6679	1.3673	38.0519	-0.0804	0.1851	-0.1137
Si	0	5.469	38.0519	0.0197	0.1921	0.1896
Si	3.8672	5.469	38.0519	0.0794	0.1551	-0.1605
Si	7.7343	5.469	38.0519	-0.0605	0.0256	-0.27
Si	1.9336	6.8362	38.0519	0.1068	-0.239	0.1615
Si	5.8008	6.8362	38.0519	0.198	0.0359	-0.2465
Si	9.6679	6.8362	38.0519	-0.1386	-0.1227	0.2152
Si	1.8593	2.68	6.8234	-0.0152	0.0222	0.0247
Si	5.7172	2.743	6.7229	-0.0092	0.036	-0.0069
Si	9.6242	2.7553	6.7208	-0.0142	0.0382	-0.0109
Si	-0.0304	4.1043	6.7969	-0.0131	-0.018	-0.0081
Si	3.7827	4.0896	6.7945	-0.0038	-0.0109	0.0189
Si	7.6594	4.0698	6.7289	-0.0223	0.0063	0.0128
Si	1.9018	8.129	6.8883	0.0043	0.0314	0.0219
Si	5.7245	8.157	6.7784	-0.0023	0.0119	0.0177
Si	9.6484	8.1768	6.7522	0.0181	0.0072	0.0053
Si	-0.0245	9.5408	6.819	0.0092	-0.0288	0.0145
Si	3.8124	9.5542	6.813	-0.0043	-0.0065	0.0118
Si	7.678	9.4665	6.6589	0.0188	-0.0104	0.0412
Si	-0.1877	-0.0882	8.8169	-0.0425	-0.0327	-0.0124
Si	3.7885	0.0135	8.7557	0.0079	0.0212	-0.0208
Si	7.6029	-0.0961	8.5067	-0.0132	0.0088	-0.0272
Si	1.8027	1.2664	8.7821	-0.0169	0.0061	0
Si	5.7594	1.3496	8.6022	-0.0134	-0.0029	-0.0077
Si	9.5116	1.2751	8.5302	0.0078	-0.0352	-0.0351
Si	-0.0861	5.4016	8.8007	0.0035	-0.0499	0.0296
Si	3.846	5.3491	8.8144	0.0217	-0.0397	0.0318
Si	7.6465	5.4181	8.6468	0.0173	0.0335	0.0189
Si	1.8944	6.7423	8.935	0.0055	-0.0371	0.0151
Si	5.7126	6.8069	8.7389	0.0278	0.0075	-0.015
Si	9.5663	6.7497	8.6276	-0.0055	-0.0431	-0.0326
Si	6.0598	2.5573	10.6016	0.0131	-0.0298	0.0213
Si	3.2639	-0.9492	19.1563	0.0245	0.035	0.0156
Si	13.3456	-2.6244	10.7944	-0.008	-0.0576	0.1551
Si	3.7637	-0.2577	13.0141	-0.0706	-0.0596	-0.1213
Si	3.7136	-1.2341	10.772	-0.0146	0.0463	0.0525
Si	11.4616	3.8021	10.6011	0.0729	0.0647	0.1131
Si	3.9683	3.807	10.688	0.0108	-0.062	-0.0344
Si	5.5373	8.238	10.6552	0.0671	-0.0142	-0.0284
Si	13.5188	13.5523	10.7167	0.0496	0.0179	-0.0089
Si	-2.124	13.4515	10.4833	0.0813	-0.1429	0.0199
Si	-0.3897	9.3004	10.6944	-0.0115	0.1135	0.1241
Si	8.3207	13.9251	14.9184	0.0358	0.0389	0.1451
Si	-0.562	3.5934	13.4924	0.0704	0.0347	-0.1139
Si	9.2212	-3.0409	10.6263	-0.0089	-0.0128	0.0204
Si	7.9425	-4.7033	12.1045	-0.0222	-0.0382	0.0215
Si	5.6296	-4.1107	12.5735	0.0129	0.0142	-0.0252
Si	5.1415	-2.6974	14.4577	-0.0632	-0.0934	-0.0693
Si	14.5459	-3.2736	24.5431	0.059	-0.0012	0.0809
Si	-3.7994	4.2076	10.6751	-0.0206	0.0854	-0.0174
Si	7.542	9.5209	10.4419	-0.0368	-0.113	-0.0667
Si	7.902	0.3299	11.9462	-0.0424	0.0107	-0.0037
Si	-3.4882	9.3947	14.6412	-0.0259	0.1423	-0.0663
Si	0.4823	10.0436	16.1614	-0.0063	0.0475	0.1189
Si	13.2338	1.7906	12.9308	0.0025	0.0158	-0.1158
O	41.7935	-29.5283	26.6726	0.0134	-0.0172	0.0229
O	11.7561	9.0759	17.4458	0.0467	0.0108	-0.0231
O	8.4088	-0.7719	16.0567	-0.0209	-0.0379	-0.0148
O	-1.2827	3.117	22.3916	0.0153	-0.0289	0.0023
O	-32.0003	-5.6688	13.4852	0.071	-0.0125	0.0406
O	10.794	-14.353	13.6278	-0.0102	-0.0729	0.0484
O	-5.0391	-1.995	14.7901	0.0929	0.0838	0.0592
O	-9.2751	11.2987	18.8721	0.009	-0.0171	0.0025
O	0.7533	20.1476	14.7976	0.0141	-0.0176	-0.0288
O	4.4918	-4.6084	29.2443	-0.019	0.0283	0.0498
O	-9.4097	-10.6706	13.181	0.0623	0.0192	0.0503
O	7.7732	15.0956	15.9174	0.0189	0.0242	-0.0307
O	25.1049	18.791	25.7676	-0.0199	0.0068	-0.0219
O	0.2971	42.0202	21.7693	0.0235	-0.0103	-0.0314
O	-17.0593	-4.8087	27.2408	-0.0092	-0.036	-0.0063
O	5.3921	18.3822	18.5542	0.0036	0.0473	-0.0149
O	-6.5674	-9.3304	27.3837	-0.0027	0.0517	-0.0081
O	6.3821	9.6289	23.3065	0.0438	0.0106	-0.0335
O	3.8845	8.9443	24.178	-0.0152	-0.0188	-0.024
O	-21.8574	-15.0815	20.862	-0.0205	0.0733	-0.0413
O	-20.7753	-8.2147	14.0472	-0.083	-0.0358	0.0263
O	-19.7882	-30.7944	17.0797	0.053	-0.0014	-0.0298
O	11.1045	4.492	24.389	-0.0011	-0.0162	-0.0147
O	10.8347	32.938	16.0587	-0.0144	-0.0187	-0.0365
Si	1.0269	-2.5498	20.5363	0.0529	0.0124	-0.025
Si	-4.4358	14.9813	17.4316	0.0046	-0.0189	0.0235
Si	13.3969	2.2169	32.4234	0.0566	-0.047	-0.0221
Si	13.2061	6.1658	30.9647	-0.0974	0.0633	-0.1697
Si	10.8446	16.9098	17.0855	0.1286	-0.048	0.0836
Si	-2.16	7.297	14.5175	-0.0438	-0.1099	-0.0214
Si	-1.1003	-0.7485	24.4502	-0.0551	-0.1078	0.1806
Si	-8.1223	15.9061	25.5689	0.0407	0.0059	-0.0464
Si	-3.9927	-1.4913	28.2166	-0.0894	0.0351	0.0043
Si	0.1508	22.6386	31.2821	-0.0213	-0.0006	-0.0164
Si	13.6731	5.4376	17.2465	-0.0305	-0.0234	0.0425
Si	11.8911	3.5343	18.4392	0.0319	0.0316	0.0716
Si	1.0511	-6.831	24.055	0.0213	0.03	0.0387
Si	5.0059	16.279	28.0776	0.0066	0.0674	0.0632
Si	4.9516	2.8509	23.7098	-0.0214	0.0411	-0.019
Si	-3.3001	12.7131	19.1235	0.0101	0.0499	0.0321
Si	10.5824	2.2392	21.0626	0.0077	0.0631	-0.0122
Si	-6.3332	-5.7033	21.8543	0.0147	-0.0502	0.0296
Si	4.2558	15.805	12.757	-0.0427	0.0007	-0.1022
Si	-6.1951	2.2519	14.3252	-0.08	0.0748	0.1014
Si	2.0788	1.1953	17.4869	-0.0177	0.0081	0.0691
Si	-0.5367	19.3264	18.7767	-0.1448	-0.0395	-0.0272
Si	-5.4133	2.6247	27.9538	0.0604	-0.1231	0.1263
Si	6.4994	-4.4814	19.219	-0.0133	-0.0489	0.0165
Si	9.7514	3.978	23.6329	-0.0163	0.0491	-0.0002
Si	-3.8707	17.2103	23.5488	-0.0243	-0.0509	-0.0052
Si	-9.2704	1.2267	24.0186	0.0762	0.0768	0.0317
Si	2.062	15.1871	14.5387	0.0622	0.0494	-0.0091
Si	-6.6037	1.9858	16.6583	-0.0313	-0.0551	0.2278
Si	2.2044	17.1005	22.0958	0.0621	-0.0461	0.1073
Si	19.147	13.4037	25.361	-0.0271	0.0238	-0.0671
Si	5.4027	31.2649	24.585	-0.0305	-0.0387	0.0354
Si	8.135	8.969	19.7724	-0.0305	-0.0571	0.0123
Si	-7.3926	29.5379	17.4597	-0.0032	-0.0453	0.0384
Si	6.044	0.0257	18.7984	-0.0208	0.064	0.0654
Si	9.3349	0.4686	16.5388	0.04	0.08	0.0712
Si	0.3339	-2.2915	13.3303	0.1092	0.0536	-0.2371
Si	0.2683	-0.2831	22.541	0.0086	0.0825	-0.0074
Si	-2.5817	14.2573	30.7308	0.0224	0.0066	0.043
Si	7.4468	23.4906	30.6609	-0.0551	0.0542	-0.0868
O	21.0807	-7.382	13.9263	-0.0508	-0.0086	-0.0101
O	5.967	8.204	25.5322	0.0309	-0.0135	-0.0098
O	-19.6954	20.0383	17.7918	-0.0105	-0.0028	-0.0183
O	-5.4311	21.0706	27.8427	-0.0202	0.0385	-0.0223
O	-3.5925	22.9367	26.0496	0.0373	0.0122	-0.0113
O	-10.7813	6.2666	29.4962	0.0373	-0.0428	-0.0031
O	-3.4362	25.1081	18.427	-0.014	0.0083	-0.0261
O	-9.7944	0.1193	22.9518	-0.0322	-0.051	-0.0238
O	18.1645	12.2399	11.6368	-0.0064	0.0983	-0.0027
O	7.0563	2.3006	14.1507	0.0044	-0.0505	-0.1529
O	5.6399	11.513	17.2916	-0.0274	0.0752	-0.0716
O	-6.9726	29.46	15.8832	0.0012	0.0533	-0.0753
O	11.3512	-10.0653	21.4908	0.0068	-0.0367	-0.0379
O	0.7847	2.1801	17.6612	0.0276	-0.0305	-0.0318
O	7.064	-9.214	29.0061	-0.0403	0.0179	-0.012
O	-3.0462	-26.5982	13.6523	0.0613	-0.0189	0.0243
O	7.0982	-12.1563	18.756	0.0106	-0.0115	-0.0519
O	1.7779	21.9468	16.3498	-0.0153	-0.0372	-0.0573
O	16.7206	-7.2868	22.2835	-0.0014	0.0165	-0.0371
O	-0.405	15.4269	12.1242	-0.0584	-0.005	-0.1176
O	-2.4869	12.8065	20.5062	-0.0277	-0.0285	0.0014
O	-21.896	-8.4368	23.9725	-0.0196	0.0056	-0.0155
O	22.2912	4.7306	28.0207	0.0293	-0.0176	-0.0521
O	11.3878	-7.8252	19.9316	-0.0015	-0.0234	-0.0139
O	38.7095	17.3447	24.9384	-0.0128	-0.014	-0.0218
O	-17.9182	-11.1089	25.439	0.0185	0.0253	0.0181
O	2.5005	-23.7241	20.272	-0.0146	-0.0081	-0.0181
O	4.0474	20.3287	13.9924	0.0092	0.0025	0.0659
O	12.0233	4.3526	14.5679	-0.0815	0.0133	0.0208
O	9.0003	12.7959	15.8223	-0.0225	-0.0128	-0.0496
O	9.6673	-45.5662	19.233	0.0354	-0.0036	0.005
O	-14.2134	-0.9076	23.8032	0.0148	0.0311	-0.0007
O	22.0463	0.2961	25.7428	-0.0266	-0.0318	-0.0376
O	9.1239	11.6958	18.1322	0.0115	-0.0513	-0.0729
O	-5.195	13.2304	24.2034	0.0463	-0.0106	0.0375
O	-2.7373	14.0723	24.6989	0.0103	-0.0151	0.0327
O	11.3004	9.8097	12.3235	0.0027	-0.101	-0.0055
O	-18.2254	14.6772	13.7494	0.0781	-0.0624	0.0094
O	3.847	12.5942	23.575	-0.0238	-0.0229	-0.0075
O	-3.3924	-14.187	22.9488	0.0288	0.0509	-0.0077
O	8.1695	10.5163	13.4079	-0.0243	0.0076	0.1499
O	9.1989	23.2027	11.6703	0.0119	0.0747	-0.0285
O	21.3672	-26.079	29.4204	-0.0935	0.0003	0.1069
O	18.4173	12.1882	19.5465	-0.0155	-0.0385	-0.0184
O	-19.4837	26.8265	27.1643	-0.0055	-0.0331	-0.0134
O	11.0517	-13.0975	25.1399	-0.0445	0.0692	-0.0664
O	4.7257	10.5217	19.6604	0.0029	0.001	-0.006
O	-9.3657	-10.3843	25.4993	-0.0291	-0.0035	-0.0604
O	-6.8755	0.9846	13.5193	0.0454	0.0136	-0.0748
O	18.664	27.4289	17.9943	0.0201	0.0162	-0.0265
O	10.7647	-6.5647	17.551	-0.0421	0.0548	-0.0769
O	21.4254	17.4484	15.9281	-0.0318	0.0482	-0.1219
O	12.3974	17.1989	16.6371	-0.0373	0.0204	-0.0471
O	-9.6998	15.6345	25.3136	-0.0414	-0.0218	-0.0139
O	-17.4935	3.2933	17.3791	-0.0302	-0.0502	-0.0345
O	11.6296	23.9364	13.2515	-0.0436	-0.0108	0.0766
O	-17.6274	14.8747	28.7176	-0.009	0.0151	0.0337
O	-8.4144	17.387	17.7828	-0.0104	0.0158	0.0281
O	0.944	-1.2187	27.1877	-0.0505	-0.0135	-0.0337
O	13.1479	26.642	22.636	0.0043	0.0081	-0.0474
O	-24.7932	23.909	27.7393	0.0174	0.0382	-0.0049
O	-8.0389	10.332	27.4501	0.0052	0.0071	-0.0339
O	2.0669	-14.5609	23.2357	-0.0464	-0.0014	-0.0472
O	-15.446	-26.4963	25.1893	0.0098	0.0123	0.006
O	1.6148	-9.795	27.9764	0.0297	-0.053	-0.0719
O	2.6493	26.3934	16.0291	-0.0082	-0.0174	-0.0865
O	19.2725	7.3971	19.8597	0.0346	0.0508	-0.0286
O	-7.1817	3.8568	24.8682	-0.0098	0.0169	0.0322
O	15.3886	27.7914	21.7807	-0.0377	0.0095	-0.0379
O	-23.437	-3.6692	27.3139	-0.0495	-0.0596	0.0063
O	-17.2721	-5.4921	20.3779	-0.0018	0.0165	-0.0419
O	13.1998	-6.4132	18.5272	0.0184	-0.0013	-0.0295
O	8.9029	21.4056	27.9404	0.0229	-0.0166	-0.0017
O	-12.6165	-15.022	18.4325	0.0019	0.046	0.0079
O	-5.3676	27.8058	22.9834	0.0179	0.0274	0.0054
O	8.0695	9.6695	21.258	0.0247	0.0204	-0.0383
O	8.8238	5.1769	23.0547	-0.0018	0.0149	-0.0124
O	0.4788	2.9785	29.3233	-0.0533	0.0573	-0.1525
O	13.1548	7.9311	12.4618	0.0131	0.067	-0.0584
O	-3.7066	8.1173	27.2676	0.0598	0.0165	-0.0204

Results
free energy: -183736.923 eV
free energy less fixed offsets of O -568.88, Si -635.61 eV per atom: 6.157 eV

The program warned: the cutoff lies below the one the program advises for these potential files; the exchange-correlation potential is rough where the density is thin.
